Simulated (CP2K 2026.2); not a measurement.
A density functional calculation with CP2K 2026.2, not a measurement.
Periodic cell of 1182 atoms, Si850O332, from a study of silicon, its oxide and their interface. The atomic structure is a simulated model.
Doubt: the forces sum to 4.42 eV/angstrom along one axis rather than to zero, so they err by at least 0.0037 eV/angstrom per atom on average; the grid cutoff is modest.
This geometry differs little from another in the collection (a relaxation step or a small displacement).

Settings: functional PBE; method Gaussian and plane waves; basis set DZVP-MOLOPT-SR-GTH; pseudopotentials GTH-PBE; grid cutoff 350 Ry, relative cutoff 50 Ry; k points Gamma only; occupations fixed; spin none; net charge 0.

Cell vectors (angstrom)
a	16.4025	0	0
b	0	32.805	0
c	0	0	40.23

Atoms and the computed forces on them: element, x, y, z (angstrom), force x, y, z (eV/angstrom)
Si	14.5759	31.73	39.6597	0.0571	0.1529	0.0313
Si	2.1957	2.7194	0.2704	-0.0249	-0.2312	-0.2519
Si	16.3583	4.8761	0.0185	-0.2857	-0.2774	-0.4337
Si	2.688	8.0542	39.6742	0.0499	-0.1141	0.1014
Si	15.9746	10.9813	0.0888	0.1429	0.0233	0.4966
Si	2.2197	13.9674	40.1046	-0.2602	0.1611	-0.0854
Si	0.1438	16.2619	0.3754	-0.0525	-0.0727	-0.3132
Si	2.4345	19.4116	0.0693	0.0125	0.138	0.0444
Si	0.1151	21.5911	0.1531	-0.1701	-0.0951	0.1714
Si	2.6875	24.6383	40.0443	0.0351	-0.2957	0.2414
Si	0.6286	27.1418	40.168	-0.1511	0.1795	-0.0418
Si	3.0555	30.8067	39.7789	0.234	-0.0356	0.6818
Si	5.9377	0.0243	0.0911	0.1691	0.0949	0.048
Si	8.404	3.1164	0.1075	0.1626	0.0155	0.3216
Si	5.9462	4.9834	0.207	-0.2324	0.0375	-0.1944
Si	8.3291	8.1121	0.4355	-0.0202	-0.0897	-0.5463
Si	6.2449	10.3563	40.0518	0.0214	-0.1717	-0.2527
Si	8.6717	13.0018	0.0664	0.0841	-0.0095	-0.1356
Si	5.6021	16.6426	39.9782	-0.017	-0.3482	0.3392
Si	7.9623	19.2378	40.2115	0.2483	0.1583	0.0924
Si	5.8841	21.645	0.2059	-0.0845	0.1662	0.0028
Si	8.261	24.7077	0.4299	-0.1332	0.1553	-0.1224
Si	6.0885	26.8898	40.1708	0.307	-0.2089	0.1875
Si	8.9272	29.3738	0.1975	-0.0936	-0.1151	0.1335
Si	10.8472	32.204	0.0491	-0.5893	-0.0061	0.0099
Si	12.4316	1.0321	39.7837	0.0931	0.1836	-0.1826
Si	10.6588	6.1977	40.1381	-0.0583	-0.2353	0.2266
Si	12.8623	8.7838	40.1255	0.1637	-0.0307	0.1677
Si	10.8806	10.9748	0.6301	0.0469	0.0555	-0.4656
Si	13.9011	13.3189	40.2207	0.0289	0.0829	0.3311
Si	11.0454	16.2251	0.3197	-0.2106	0.243	-0.1431
Si	14.2965	18.4728	40.2016	-0.057	0.1446	-0.2302
Si	10.3848	22.4471	40.1481	-0.0639	0.1463	-0.1938
Si	13.3832	25.3106	40.1118	-0.1894	0.095	0.0712
Si	11.0609	27.2647	0.5849	-0.2643	-0.1644	-0.23
Si	12.8587	30.0778	39.8438	-0.0104	-0.1496	-0.5389
Si	1.0236	1.1936	1.6731	0.0296	-0.0091	-0.0925
Si	4.0129	4.0115	1.3076	0.1709	-0.0976	0.0302
Si	1.2246	6.7535	0.9923	0.0554	-0.0857	0.212
Si	4.1758	9.4174	0.8817	0.2204	0.035	0.1176
Si	1.3291	12.2006	1.253	-0.1117	0.0387	-0.2308
Si	4.1038	15.0608	1.0255	0.017	0.156	-0.2281
Si	1.535	17.713	1.5105	0.0007	0.3128	-0.2156
Si	4.1681	20.4715	1.3892	-0.0644	-0.0334	-0.3711
Si	1.45	23.1814	1.3197	-0.0097	-0.1177	-0.4907
Si	4.3566	25.8516	1.2106	-0.1367	-0.1253	-0.4628
Si	1.6624	29.0624	1.0319	-0.0604	-0.193	-0.3848
Si	4.273	31.7093	1.3556	-0.1145	-0.0081	-0.0679
Si	7.1462	1.5032	1.4143	0.1344	0.0211	-0.2677
Si	9.7562	4.472	1.4247	-0.1775	-0.1552	-0.5586
Si	6.887	6.689	1.586	0.0668	-0.1969	-0.1093
Si	9.5417	9.5258	1.8188	0.0086	-0.0322	-0.0474
Si	6.9584	12.0468	1.3834	0.0412	0.0801	-0.1773
Si	9.5419	14.8529	1.4113	-0.0359	-0.1848	-0.1773
Si	6.9095	17.6768	1.4053	-0.0702	0.2025	-0.1895
Si	9.6385	20.5151	1.258	-0.1959	0.0707	-0.3363
Si	6.9485	23.1929	1.6312	-0.0507	-0.0415	-0.3203
Si	9.6599	25.9352	1.8435	-0.0316	-0.0286	-0.3622
Si	7.0305	28.5546	1.3887	0.1402	0.0992	-0.3436
Si	9.6717	31.2257	1.7496	0.0137	-0.1999	-0.421
Si	13.0202	2.1909	1.4818	0.0756	-0.1533	-0.0472
Si	14.7712	3.907	1.5635	0.0874	-0.0223	0.0186
Si	12.1751	7.089	1.4519	0.0603	0.0334	-0.4709
Si	14.7313	9.4936	1.3655	0.0728	0.3478	-0.5356
Si	12.4017	12.35	1.6378	0.1071	0.1149	-0.3939
Si	15.029	14.8897	1.4824	-0.2178	-0.0431	-0.3768
Si	12.5062	17.6603	1.4182	0.0885	0.1322	-0.1758
Si	15.0402	20.3077	1.3966	0.0227	-0.0397	-0.2468
Si	12.3519	23.3616	1.0872	-0.1892	0.1435	-0.1266
Si	15.1536	26.1911	1.2407	0.1475	-0.0759	-0.1892
Si	12.4591	28.83	1.5869	-0.0239	-0.156	-0.1788
Si	15.6819	32.2138	1.4744	-0.0156	0.0144	-0.12
Si	16.3181	2.8066	2.9659	0.0725	-0.1016	0.3374
Si	2.8041	0.1211	2.8019	0.1219	-0.1514	0.0965
Si	16.3248	8.1347	2.5131	0.1417	0.0315	0.0753
Si	2.6867	5.5441	2.5661	0.0858	0.0102	0.0453
Si	0.048	13.5329	2.7728	-0.0625	-0.1362	0.1109
Si	2.8491	10.831	2.446	0.036	0.0793	0.0002
Si	0.076	19.0589	2.8099	-0.0077	0.0647	0.132
Si	2.9326	16.3124	2.7241	0.0181	0.0475	0.048
Si	0.0654	24.6481	2.584	-0.0761	0.1139	0.1725
Si	2.8152	21.8607	2.7579	-0.0567	0.0056	-0.0709
Si	0.2222	30.2873	2.575	0.0284	-0.1102	-0.0525
Si	2.9525	27.4484	2.4749	0.0116	0.0632	0.0753
Si	5.5448	2.7745	2.7154	0.0387	-0.076	0.0572
Si	8.3365	0.0466	2.8364	-0.0496	-0.2523	0.0371
Si	5.3807	8.1641	2.6089	0.0202	0.0801	0.1363
Si	8.3073	5.5126	2.9579	0.148	-0.0448	0.2448
Si	5.4601	13.6045	2.4799	0.113	0.0887	-0.0804
Si	8.1494	10.8988	3.0034	0.001	0.0364	0.2975
Si	5.5203	19.0585	2.7504	-0.0667	0.0513	0.045
Si	8.235	16.2768	2.744	-0.0151	0.1507	0.0429
Si	5.5236	24.5717	2.8409	-0.1136	0.0688	-0.0489
Si	8.3561	21.7841	2.8489	-0.0304	-0.1556	-0.0012
Si	5.6011	30.1238	2.6349	0.11	-0.1146	-0.0984
Si	8.2853	27.3758	2.9989	-0.1597	0.0165	0.1383
Si	11.1201	2.9862	2.6857	-0.0488	-0.1119	0.1796
Si	13.8682	0.3169	2.7602	-0.043	-0.2264	0.0456
Si	10.9499	8.2164	3.057	0.0507	0.0182	0.2656
Si	13.6195	5.6002	2.7353	-0.0175	0.0811	0.0362
Si	10.9542	13.6686	2.8854	0.0565	0.1754	0.2018
Si	13.6757	10.8964	2.9208	-0.0036	-0.0281	0.1889
Si	11.0904	19.147	2.6426	-0.207	0.1188	-0.131
Si	13.7379	16.3015	2.8584	-0.0126	-0.1129	0.1504
Si	11.168	24.5286	2.8574	0.0239	-0.0909	0.0324
Si	13.6633	21.8626	2.575	-0.1252	0.0734	-0.1457
Si	11.16	30.0919	3.049	-0.0958	0.0025	0.1441
Si	13.9403	27.4945	2.7848	-0.0724	-0.1443	0.052
Si	1.4206	4.2016	4.0849	0.0104	-0.0038	0.0741
Si	4.196	1.4449	4.1423	0.0845	-0.0016	0.0398
Si	1.3931	9.5222	3.8828	0.0003	-0.04	-0.1172
Si	4.0581	6.83	4.0356	-0.0751	0.0819	-0.016
Si	1.4478	14.982	4.0577	0.0023	-0.0531	-0.0601
Si	4.1198	12.2474	3.9267	-0.0035	-0.0795	-0.0129
Si	1.4284	20.4986	4.1233	-0.0175	-0.0655	-0.066
Si	4.1761	17.7225	4.1483	0.0766	-0.0749	-0.0202
Si	1.492	26.0696	3.9306	-0.0885	0.0156	-0.2608
Si	4.1353	23.225	4.162	-0.0505	0.0951	0.0337
Si	1.527	31.468	4.148	0.1005	0.0386	-0.0124
Si	4.2429	28.7372	4.0372	-0.0492	-0.032	-0.1718
Si	6.8735	4.1024	4.1716	0.0631	-0.036	-0.0442
Si	9.7639	1.4759	4.0734	-0.0551	0.0443	-0.1082
Si	6.7177	9.4767	4.1598	-0.0258	0.1232	-0.0906
Si	9.5826	6.8605	4.3676	0.0608	-0.0541	-0.0518
Si	6.792	14.939	4.034	0.0018	0.0342	-0.0642
Si	9.5937	12.2859	4.2493	-0.0409	0.0425	-0.0745
Si	6.8853	20.4464	4.1423	0.0793	0.072	-0.0846
Si	9.649	17.7467	4.0208	0.0714	-0.0307	-0.0555
Si	6.8781	25.9472	4.2245	0.0746	0.1377	0.0069
Si	9.7134	23.1966	4.1868	0.1626	-0.1184	-0.0049
Si	6.9183	31.4654	4.1241	-0.0129	0.1247	-0.0297
Si	9.7	28.7334	4.3064	0.0136	-0.0086	0.0179
Si	12.3335	4.2701	4.2282	-0.0193	-0.0364	-0.1078
Si	15.0899	1.4437	4.3919	-0.004	0.1928	-0.0776
Si	12.3269	9.6022	4.3301	0.0483	-0.057	-0.0583
Si	15.0743	6.8686	4.0826	-0.0052	0.0387	-0.0142
Si	12.3317	15.0146	4.2394	-0.0912	0.1135	-0.0396
Si	15.102	12.2409	4.2185	0.1057	0.0368	-0.113
Si	12.3646	20.5329	4.0691	0.0018	0.0033	-0.0216
Si	15.1229	17.6952	4.1738	-0.0615	0.1003	-0.0326
Si	12.5073	26.0395	4.1206	0.0026	-0.0244	-0.1181
Si	15.0884	23.2403	3.977	0.0917	0.078	-0.1471
Si	12.5218	31.6304	4.1571	0.0501	0.0161	-0.0453
Si	15.2801	28.916	4.0593	-0.0469	-0.0604	0.0224
Si	0.0202	0.0405	16.4356	-0.0124	-0.0044	-0.0121
Si	2.76	2.7756	16.4416	-0.0154	0.0021	-0.0091
Si	0.0179	5.5149	16.4486	-0.0098	0.006	-0.0003
Si	2.765	8.25	16.4535	-0.0171	-0.008	0.0008
Si	0.0188	10.9844	16.4275	-0.0088	-0.0027	-0.0005
Si	2.7532	13.7162	16.4362	-0.0462	0.0083	0.0021
Si	0.0112	16.4092	16.4442	0.0189	0.0077	0.0096
Si	2.7444	19.1442	16.4398	-0.0073	0.0103	0.0126
Si	0.0145	21.8794	16.4267	-0.0301	0.0226	-0.0142
Si	2.7393	24.6166	16.4288	-0.0036	0.0136	0.0015
Si	0.0132	27.3561	16.431	-0.0024	-0.0009	-0.0149
Si	2.7509	30.0916	16.4344	0.0202	0.0036	-0.0098
Si	5.4854	0.0252	16.4305	0.0076	0.0097	0.0023
Si	8.2224	2.7683	16.4262	-0.0097	0.0135	-0.0007
Si	5.5009	5.5101	16.4496	-0.0102	0.0104	0.004
Si	8.2399	8.2554	16.4436	-0.0117	0.0001	0.0123
Si	5.4971	10.982	16.4433	-0.0067	0.0013	0.0021
Si	8.204	13.7021	16.424	-0.0013	0.0251	-0.0009
Si	5.4709	16.4309	16.4256	-0.0203	0.0096	0.0024
Si	8.1863	19.1338	16.4177	0.0322	0.0008	0.0043
Si	5.4558	21.8633	16.4216	0.0253	-0.0009	-0.0054
Si	8.1782	24.5959	16.4206	0.0089	0.0459	-0.0109
Si	5.4715	27.3577	16.4406	-0.0206	0.0267	-0.0064
Si	8.2074	30.0899	16.4375	-0.0046	0.0172	0.0043
Si	10.9438	0.033	16.4411	-0.0088	0.0247	0.0054
Si	13.6817	2.7768	16.4414	-0.0023	0.0094	0.0025
Si	10.9553	5.518	16.4136	-0.0064	-0.0066	-0.003
Si	13.6875	8.2544	16.4117	0.0174	-0.0246	-0.0035
Si	10.9598	10.9825	16.429	0.0101	-0.0311	0.0119
Si	13.6779	13.6962	16.4404	0.0191	-0.0077	0.0095
Si	10.9237	16.4079	16.4246	0.0326	0.0129	0.0024
Si	13.6703	19.1325	16.4178	0.0089	0.0174	-0.0006
Si	10.917	21.859	16.4163	0.0104	0.0274	-0.0012
Si	13.6701	24.602	16.433	-0.0005	0.0182	-0.0034
Si	10.9333	27.3439	16.4261	-0.0038	-0.0012	-0.0139
Si	13.6805	30.1	16.4382	-0.0093	-0.0014	-0.0107
Si	1.3802	1.4186	17.7992	0.0248	0.0285	0.0061
Si	4.1256	4.1443	17.8084	-0.0279	-0.02	-0.0064
Si	1.3885	6.8864	17.8116	0.0168	0.009	-0.0046
Si	4.1355	9.6241	17.8149	0.0028	-0.0088	0.0073
Si	1.3846	12.3491	17.792	0.0208	0.0058	-0.0249
Si	4.1152	15.0791	17.8109	0.0432	0.0119	-0.0048
Si	1.3885	17.7643	17.8091	-0.031	-0.0178	-0.0083
Si	4.1052	20.5059	17.8195	-0.0116	0.0304	0.0155
Si	1.3715	23.2511	17.8026	-0.0116	-0.0049	-0.005
Si	4.0843	25.9971	17.8045	-0.0006	-0.0292	-0.0015
Si	1.3682	28.7355	17.802	-0.0254	-0.0296	-0.0038
Si	4.1083	31.473	17.7975	-0.0373	-0.0424	-0.0056
Si	6.8477	1.4043	17.7877	-0.0025	-0.0129	-0.0082
Si	9.5896	4.151	17.773	0.0207	0.022	-0.009
Si	6.8776	6.8837	17.8032	-0.0191	-0.0332	0.0076
Si	9.6091	9.6259	17.8111	0.0124	0.033	0.0173
Si	6.8541	12.3516	17.8141	-0.0031	-0.0234	0.0137
Si	9.5427	15.0644	17.8078	-0.0145	-0.05	0.0091
Si	6.8208	17.7851	17.8097	0.0111	0.0138	0.0105
Si	9.5375	20.4946	17.7883	-0.0166	-0.0226	-0.0107
Si	6.7982	23.2308	17.7949	0.0083	0.0104	0.0016
Si	9.5361	25.9767	17.7706	0.0101	-0.0323	-0.0305
Si	6.8252	28.7385	17.8141	0.0165	-0.0099	-0.0039
Si	9.5555	31.4788	17.8024	0.0052	-0.0417	0
Si	12.2962	1.4209	17.8071	-0.0003	-0.0396	0.005
Si	15.0339	4.1604	17.8107	0.0091	-0.0127	0.0121
Si	12.3109	6.9016	17.7684	0.0195	-0.0092	-0.0046
Si	15.0416	9.625	17.7784	-0.0015	-0.0108	-0.0051
Si	12.3058	12.3434	17.8165	0.0044	0.0039	0.0155
Si	15.0431	15.0446	17.8207	-0.0275	-0.004	-0.0048
Si	12.2904	17.7669	17.7838	-0.0118	-0.0079	-0.0111
Si	15.0473	20.4942	17.7718	-0.0082	0.0053	-0.0228
Si	12.2785	23.2225	17.7803	0.0135	-0.0147	-0.0015
Si	15.0437	25.9797	17.7882	0.0102	0.0382	-0.0105
Si	12.2937	28.7264	17.7844	-0.0096	0.001	0.0022
Si	15.0352	31.4943	17.7964	0.0562	0.0147	0.0084
Si	0.009	2.7917	19.162	0.0323	-0.0315	-0.0065
Si	2.751	0.0521	19.1551	-0.0257	-0.0121	-0.0264
Si	0.0113	8.2795	19.143	-0.0179	-0.0264	-0.0032
Si	2.76	5.5154	19.1735	0.0086	0.023	-0.0081
Si	0.0141	13.6732	19.1881	0.0476	-0.0134	0.0404
Si	2.7671	11.0148	19.1602	-0.0906	0.0069	0.0057
Si	0.0053	19.1289	19.1448	-0.0373	0.0135	0.0081
Si	2.7539	16.4185	19.2105	-0.0368	0.0189	0.0183
Si	0.0036	24.6216	19.1734	0.0033	0.0223	0.0018
Si	2.7298	21.8808	19.1756	0.0007	-0.0075	-0.028
Si	0.004	30.1307	19.1498	-0.0128	-0.0241	-0.0151
Si	2.7156	27.3645	19.1871	-0.0191	0.0489	0.0038
Si	5.5019	2.7764	19.1596	-0.0255	-0.0002	0.0109
Si	8.1883	0.0479	19.1793	-0.01	0.0185	0.0204
Si	5.5209	8.2577	19.1669	-0.0372	0.0469	0.0229
Si	8.2622	5.5239	19.1554	0.0028	-0.0575	-0.0057
Si	5.4811	13.7213	19.1791	-0.0368	0.0101	-0.0204
Si	8.2471	11.0022	19.1727	-0.0172	-0.0246	-0.0246
Si	5.4518	19.1244	19.2068	0.036	-0.0567	0.0018
Si	8.158	16.4091	19.1927	0.0365	0.0372	-0.0134
Si	5.4263	24.6037	19.1631	-0.0308	0.0308	-0.0162
Si	8.1287	21.8245	19.1562	0.0489	0.0414	0.0107
Si	5.4628	30.1229	19.1891	-0.014	0.0449	0.0248
Si	8.1775	27.3364	19.1547	0.042	-0.0242	0.006
Si	10.921	2.7962	19.1689	-0.0185	0.0424	0.0069
Si	13.6622	0.0572	19.1695	-0.0165	0.0376	0.0001
Si	10.9899	8.2647	19.1729	0.0334	-0.0579	0.004
Si	13.6415	5.5422	19.1513	-0.0215	0.0473	-0.0194
Si	10.9041	13.6974	19.1722	0.0086	0.0311	-0.0202
Si	13.6807	10.967	19.1713	0.0506	-0.0191	0.0111
Si	10.8903	19.1041	19.1441	0.0445	0.0229	0
Si	13.645	16.4045	19.165	0.0059	0.0193	0.0112
Si	10.8621	24.5703	19.1197	-0.0604	0.1611	0.0082
Si	13.6524	21.8341	19.1228	0.0292	0.0135	0.0032
Si	10.9191	30.0973	19.147	0.0009	0.0284	-0.0146
Si	13.6542	27.3431	19.1326	0.0585	-0.0888	0.0092
Si	1.3696	4.1614	20.5342	0.0119	-0.0594	0.021
Si	4.1286	1.4084	20.5209	-0.0624	0.0498	0.0121
Si	1.3822	9.6569	20.4968	0.1389	0.0487	0.0083
Si	4.1521	6.8843	20.5188	-0.0793	-0.1287	-0.0014
Si	1.3982	15.0216	20.559	-0.0655	-0.0322	0.0166
Si	4.1204	12.3774	20.5511	0.0427	-0.0091	0.0343
Si	1.3899	20.4661	20.5121	-0.0214	0.0412	0.0192
Si	4.1108	17.7681	20.6212	0.027	0.0638	0.055
Si	1.3457	26.0043	20.5817	-0.0129	-0.0746	0.0443
Si	4.0455	23.2761	20.5666	0.0485	0.0316	0.084
Si	1.3576	31.5234	20.5176	0.0308	0.057	0.0149
Si	4.0757	28.7576	20.5417	-0.0576	-0.0563	0.0298
Si	6.8992	4.1411	20.4962	0.0036	0.0702	-0.0021
Si	9.5371	1.4412	20.5401	0.0037	-0.0302	0.0248
Si	6.9108	9.6215	20.5227	0.0296	0.0123	0.0046
Si	9.6364	6.8904	20.5235	-0.0185	0.0314	0.005
Si	6.8063	15.06	20.6013	-0.0473	-0.0288	0.1072
Si	9.568	12.3595	20.5971	0.0424	-0.0253	0.0961
Si	6.7788	20.494	20.5994	0.0012	0.037	0.1041
Si	9.5082	17.7787	20.5524	-0.0254	-0.041	0.0561
Si	6.7982	25.9612	20.5138	0.0281	0.0565	-0.0042
Si	9.4773	23.2003	20.4943	0.0315	-0.0678	-0.0227
Si	6.8017	31.5256	20.5784	0.0073	-0.0676	0.0343
Si	9.5438	28.7234	20.5004	-0.0628	-0.0102	0.0157
Si	12.2542	4.2022	20.531	-0.0032	-0.0817	0.0307
Si	15.0132	1.4615	20.5302	0.0549	-0.0326	0.0629
Si	12.3301	9.6298	20.5791	-0.0294	0.0376	0.0568
Si	15.0044	6.9386	20.4796	0.0084	0.0493	0.0232
Si	12.2355	15.0724	20.5347	0.0104	-0.0399	-0.019
Si	15.0508	12.2953	20.5588	-0.0635	-0.0101	-0.0125
Si	12.2847	20.4474	20.4783	-0.0091	-0.0442	0.003
Si	15.0311	17.7678	20.5049	0.0377	0.0001	-0.0584
Si	12.2478	25.9413	20.4382	-0.0293	-0.0097	-0.0427
Si	15.0221	23.2046	20.4698	-0.0222	0.0032	0.0219
Si	12.2682	31.4869	20.5072	-0.0391	-0.0371	0.0205
Si	15.0095	28.7558	20.4713	0.0631	0.0749	0.038
Si	16.3575	0.0654	21.8865	0.0841	0.0991	0.1907
Si	2.7703	2.7773	21.865	0.0612	-0.0392	0.2293
Si	16.3411	5.5626	21.8077	0.0178	0.0909	-0.0497
Si	2.7698	8.2923	21.8141	-0.1192	0.2394	0.0239
Si	0.0395	10.9533	21.9623	0.029	-0.014	0.0072
Si	2.7512	13.6849	22.0009	0.0122	-0.0008	-0.0328
Si	0.0003	16.4034	21.851	0.0107	0.0082	0.1255
Si	2.7474	19.1698	21.9703	-0.084	-0.1208	0.1456
Si	16.3982	21.8245	21.814	0.0321	-0.0686	0.05
Si	2.701	24.637	22.0016	-0.0536	-0.0352	0.1206
Si	16.3455	27.4252	21.8748	-0.132	0.0662	0.0529
Si	2.7503	30.2053	21.8915	-0.1194	-0.0419	-0.0037
Si	5.4711	0.1371	22.0001	0.0123	-0.0339	0.0552
Si	8.1876	2.7984	21.9571	0.0404	0.0695	0.0096
Si	5.5932	5.5409	21.8416	0.062	-0.1324	0.162
Si	8.3279	8.287	21.8802	-0.0036	-0.0203	0.0849
Si	5.5667	11.0312	21.8378	-0.1315	-0.0377	0.0724
Si	8.1928	13.7268	21.9893	-0.0618	0.0226	-0.0504
Si	5.4065	16.3522	22.0448	0.1141	-0.0309	0.0149
Si	8.1332	19.0971	21.9772	0.0124	-0.074	0.0898
Si	5.3519	21.8689	21.9486	-0.0401	0.0324	0.0255
Si	8.0625	24.503	21.8806	-0.0854	0.0778	0.1346
Si	5.4432	27.35	21.8674	-0.0407	-0.0327	0.0744
Si	8.18	30.1025	21.8705	0.0644	0.0823	0.1585
Si	10.9199	0.0805	21.8685	-0.0095	-0.0074	0.1268
Si	13.6521	2.8836	21.8767	-0.125	0.0051	-0.0599
Si	10.9201	5.5449	21.9774	0.0444	0.055	0.1137
Si	13.7294	8.2987	21.957	0.1659	-0.1113	0.0467
Si	10.9421	10.9762	21.9632	0.0406	0.013	0.2191
Si	13.5924	13.6533	21.8226	0.035	0.0217	0.2282
Si	10.8461	16.4072	21.9395	0.0106	0.0781	0.0472
Si	13.6273	19.074	21.8735	-0.0951	0.0452	0.1023
Si	10.8543	21.7798	21.7825	-0.0388	0.0536	0.0932
Si	13.5406	24.4927	21.7705	0.0418	0.0935	0.078
Si	10.9091	27.3137	21.8157	0.0708	-0.1751	-0.0243
Si	13.6089	30.0821	21.8459	0.069	0.0376	-0.0231
Si	1.3212	1.4798	23.2647	-0.0719	-0.2076	-0.0824
Si	4.2638	4.1212	23.1728	0.0024	-0.2574	-0.2589
Si	1.2784	6.981	23.0885	-0.1535	0.0224	-0.052
Si	4.2367	9.6217	23.1294	-0.0742	0.0409	-0.1602
Si	1.4028	12.2983	23.3545	0.0341	-0.0597	0.0444
Si	4.0678	14.9769	23.5064	-0.0553	0.1518	0.0504
Si	1.4259	17.6784	23.2632	0.1689	-0.0405	-0.1913
Si	3.9782	20.6244	23.4432	0.0381	0.1803	0.0302
Si	1.2524	23.1774	23.2797	0.159	0.0514	-0.2915
Si	4.1263	26.0592	23.362	0.1698	0.1086	-0.1598
Si	1.3151	28.8967	23.2254	-0.0451	0.1691	-0.2122
Si	4.105	31.5469	23.3474	-0.218	-0.0091	0.0653
Si	6.8287	1.524	23.4373	-0.1074	0.0365	0.1663
Si	9.4992	4.18	23.3625	-0.1475	-0.0196	0.1203
Si	7.0163	6.8913	23.2133	-0.0656	-0.1063	-0.147
Si	9.617	9.5959	23.3916	0.0736	-0.0028	0.0336
Si	6.8515	12.3349	23.3447	-0.0318	-0.0987	0.0262
Si	9.4611	15.1363	23.4059	0.0286	0.0168	-0.0019
Si	6.7456	17.7458	23.4114	-0.0187	0.1645	-0.139
Si	9.5581	20.4858	23.2702	0.1782	0.0586	-0.1473
Si	6.6422	23.199	23.3884	-0.0084	0.2302	-0.0311
Si	9.5652	25.8303	23.0774	0.153	0.0808	-0.2316
Si	6.7983	28.7175	23.2282	0.0385	-0.0671	-0.1315
Si	9.5432	31.5075	23.2368	-0.1394	-0.1437	-0.1382
Si	12.2809	1.5105	23.2061	-0.1027	-0.002	-0.1154
Si	14.9083	4.3635	23.2394	0.0035	-0.0342	0.22
Si	12.3453	6.942	23.3043	-0.2182	-0.0949	0.0973
Si	15.163	9.5747	23.4087	-0.1738	-0.1119	0.0771
Si	12.295	12.3635	23.345	0.045	0.0702	-0.0061
Si	14.9561	15.0346	23.1209	-0.1606	-0.0306	-0.2674
Si	12.2242	17.7515	23.2964	-0.0108	0.08	-0.251
Si	15.066	20.4244	23.159	0.1607	0.1268	-0.2629
Si	12.2409	23.0289	23.18	0.2473	-0.0199	-0.2086
Si	14.7831	26.0173	23.0369	-0.0571	-0.0782	-0.4655
Si	12.2519	28.6887	23.2018	0.1021	0.0177	0.0081
Si	14.9055	31.4988	23.2211	0.0851	-0.0342	-0.1548
Si	16.3161	3.0327	24.4806	0.0912	0.0023	0.2103
Si	2.592	0.0002	24.7359	-0.184	-0.0279	0.0609
Si	0.0395	8.082	24.8376	-0.1299	0.0913	0.3919
Si	2.86	5.6838	24.0925	-0.173	-0.1418	0.2792
Si	16.3556	13.8124	24.4952	-0.1545	-0.1527	0.256
Si	2.8695	10.8265	24.5818	0.047	0.0379	0.0916
Si	0.0077	19.0265	24.4793	0.073	0.288	0.1294
Si	2.6784	16.411	24.8831	0.0187	0.2364	0.2997
Si	16.1643	24.6714	24.254	-0.1762	0.087	0.0798
Si	2.4954	21.9779	24.9403	-0.043	-0.1875	0.0454
Si	16.1945	30.1142	24.6257	0.0791	-0.1821	0.1628
Si	2.8061	27.6634	24.533	0.3619	0.1769	0.2435
Si	5.4563	2.9119	24.9145	-0.136	-0.0575	0.1457
Si	8.2383	0.0893	24.6915	0.1212	-0.0274	0.3931
Si	5.685	8.3101	24.4487	-0.1322	0.0015	0.356
Si	8.1739	5.5991	24.8227	-0.0001	-0.1108	0.2623
Si	5.4709	13.5567	24.8367	-0.0794	-0.1107	0.1561
Si	8.2002	10.9688	24.737	-0.0479	-0.0219	0.3421
Si	5.3352	19.1598	24.7267	0.1633	0.1453	0.1664
Si	8.1353	16.4973	24.8928	0.0261	0.1393	0.1803
Si	5.2905	24.6095	24.9271	0.2335	0.126	0.001
Si	8.0869	21.7562	24.5955	0.1704	0.0157	0.3513
Si	5.5691	30.2042	24.6582	0.0563	0.1438	0.3267
Si	8.2262	27.1915	24.3613	0.0164	0.0426	0.0022
Si	10.9352	2.81	24.6428	-0.0138	-0.1825	0.3692
Si	13.6065	0.1552	24.5598	-0.0127	-0.1007	0.2247
Si	11.0897	8.2699	24.7781	-0.129	0.0473	0.2567
Si	13.5759	5.6488	24.8397	-0.1602	-0.2102	0.2975
Si	10.8177	13.7504	24.7277	-0.0189	-0.0604	0.2945
Si	13.8126	11.0345	24.7014	-0.0012	0.1289	0.3455
Si	11.0099	19.2248	24.7007	0.2665	0.0743	0.0836
Si	13.5677	16.2964	24.5488	-0.0054	-0.208	0.2813
Si	10.8023	24.3451	24.4402	-0.1581	0.1064	0.3817
Si	13.7232	21.7083	24.5475	0.0711	0.3044	0.0362
Si	10.9426	30.0976	24.5335	0.0441	0.0547	0.0958
Si	13.4344	27.1863	24.5859	-0.004	-0.1114	0.2842
Si	1.603	4.3749	25.49	-0.0216	-0.0188	-0.0487
Si	3.5355	1.7911	25.9271	0.1474	0.1058	0.2639
Si	1.9598	9.0567	25.842	0.2055	-0.2666	0.1101
Si	4.1762	6.9392	25.5082	-0.1209	0.1406	0.164
Si	0.8824	15.3115	26.0107	-0.1511	0.2395	-0.1422
Si	4.4019	11.7734	26.1163	-0.2502	0.034	-0.1961
Si	1.2493	20.2348	26.0656	-0.0332	0.0989	-0.0833
Si	3.6939	18.2223	26.1565	-0.1473	-0.1446	-0.449
Si	1.2312	26.1703	25.2289	-0.2559	-0.0448	0.7486
Si	3.2952	23.8741	26.2781	0.0145	0.144	0.1263
Si	0.7324	31.813	26.0104	0.1275	-0.226	0.0702
Si	4.1514	29.0947	26.1085	0.0609	-0.3244	-0.4856
Si	6.3213	4.7952	26.3001	0.0488	0.0173	0.1114
Si	9.891	1.1527	26.0006	-0.0489	0.1265	-0.0886
Si	6.7533	9.6604	26.0928	0.0789	-0.023	-0.0646
Si	9.9385	6.642	26.0877	-0.1092	-0.0783	-0.1365
Si	6.7171	15.0387	26.1852	0.0105	0.0779	-0.1979
Si	9.7179	12.1467	26.1255	0.0448	-0.1399	-0.4118
Si	7.0243	20.226	26.0275	-0.1895	0.076	-0.1452
Si	9.4626	18.1959	26.098	-0.1125	-0.0424	0.0178
Si	7.3077	25.5655	25.8155	-0.2516	0.056	0.1934
Si	9.3768	23.1586	25.9582	0.0238	-0.1947	-0.0091
Si	7.2323	31.2736	26.1301	-0.0385	0.0668	0.0778
Si	9.3215	28.8212	25.6535	0.0141	-0.2526	0.2513
Si	12.0216	4.2745	26.1513	-0.0349	-0.0198	-0.1842
Si	15.1368	1.493	25.8007	-0.065	0.0558	0.1046
Si	12.1867	10.0287	26.0847	-0.1253	0.0059	-0.5036
Si	14.7473	7.0057	26.4924	0.3439	-0.0279	-0.3959
Si	12.4159	14.8311	26.071	-0.1322	0.0559	-0.1241
Si	14.856	12.8004	26.0049	0.1618	-0.2188	-0.1531
Si	12.9723	20.0093	26.0181	-0.1694	-0.0527	0.007
Si	15.0788	17.5804	25.6939	0.1007	-0.118	0.1643
Si	12.1015	25.532	25.93	-0.003	-0.2158	-0.0559
Si	14.6011	23.5965	25.6543	0.106	-0.3411	0.2527
Si	12.0638	31.7025	25.8546	0.0437	-0.0236	0.3117
Si	15.2535	28.1519	25.7131	0.2151	0.314	0.3625
Si	1.8669	1.7928	31.5018	0.0019	-0.066	0.2338
Si	1.8634	5.1554	28.472	0.0281	-0.0873	0.2492
Si	16.0413	3.6712	32.7458	0.0423	-0.0117	0.0375
Si	3.9162	12.1284	29.0842	-0.0562	-0.12	0.325
Si	0.6054	10.2051	28.4624	0.1843	-0.1541	0.3038
Si	6.6046	12.4035	30.2783	-0.2637	-0.1318	0.1825
Si	16.1536	20.4521	28.846	-0.094	0.1381	0.4277
Si	15.5333	24.2576	28.2857	-0.0829	0.0568	0.4149
Si	2.1738	24.7598	28.8603	-0.0067	0.1842	0.3383
Si	13.3955	28.778	37.0463	-0.1372	-0.0974	-0.2687
Si	15.9197	31.346	28.8386	0.1422	0.106	0.2027
Si	6.0371	1.9403	33.1664	0.0099	-0.148	0.0548
Si	7.3483	5.238	29.2838	0.1296	-0.1185	0.3286
Si	8.2804	8.0218	28.4391	-0.1288	-0.0757	0.0379
Si	9.1081	13.8393	32.9711	0.0813	0.0996	0.0787
Si	8.6525	13.7202	28.4131	-0.0181	-0.1876	0.1807
Si	1.8398	19.3834	30.8611	-0.0166	-0.0094	0.1657
Si	5.6459	22.9939	30.9909	-0.0269	0.1952	0.1545
Si	5.8007	25.9507	30.7937	-0.0337	-0.0441	0.263
Si	8.2577	27.4012	28.01	0.008	0.0271	0.1428
Si	5.5966	28.1972	28.6504	0.011	-0.005	0.2528
Si	7.6806	31.8453	29.349	-0.0059	0.0889	0.273
Si	9.028	1.622	28.9687	0.0422	-0.1581	0.3431
Si	13.6107	2.7253	28.3738	0.0169	-0.2016	0.1204
Si	9.8726	6.0025	32.4324	0.132	-0.053	0.0709
Si	14.0112	9.4926	28.4152	-0.1136	0.1254	0.3091
Si	3.444	9.8371	31.2958	0.0452	-0.1162	0.2042
Si	11.3225	15.1844	29.0894	0.1676	-0.0545	0.132
Si	13.1989	20.2718	28.9825	0.1365	0.1545	0.3899
Si	9.4647	22.6357	28.9462	0.0245	0.0718	0.1612
Si	9.8923	22.9755	33.8841	0.0179	-0.099	0.1164
Si	10.4804	25.6061	28.8154	0.2611	0.1462	0.3095
Si	12.5127	27.7625	29.9114	0.0048	0.0184	0.1318
Si	0.5603	31.2559	34.6568	0.0695	0.0173	-0.2825
Si	3.4068	2.5155	28.8726	-0.0427	0.0974	0.3122
Si	1.6767	7.7761	30.1871	0.1819	-0.2	0.3127
Si	8.0636	10.925	32.0956	0.0277	-0.186	0.0258
Si	2.0978	13.3121	33.3011	0.0439	0.1169	-0.0192
Si	3.6197	16.9044	30.7355	-0.2568	0.0437	0.2852
Si	5.4576	16.8868	28.2603	-0.1786	0.0824	0.2217
Si	0.7127	19.254	33.5881	-0.0243	0.0819	0.0969
Si	14.5834	22.5362	30.349	-0.0897	0.1114	0.2023
Si	4.5742	28.6109	33.8856	-0.0339	0.1208	-0.1369
Si	3.4508	30.169	28.6336	-0.0697	0.1327	0.5328
Si	6.1646	1.5116	30.032	-0.0335	-0.2166	0.2508
Si	15.3813	5.1457	28.8753	0.0815	0.1657	0.4067
Si	5.6489	9.8445	33.5851	-0.1046	-0.1235	-0.0716
Si	13.7539	8.2806	33.3331	-0.0708	-0.1252	-0.0539
Si	7.8037	18.3017	29.6405	-0.0038	-0.0516	0.2648
Si	6.5471	21.012	32.9964	-0.0311	0.1499	0.1128
Si	10.8695	18.0919	28.921	0.0688	0.1103	0.1591
Si	6.747	21.239	28.8577	0.0156	0.1288	0.2271
Si	9.7788	26.1009	33.9476	0.1298	0.0443	0.0688
Si	7.7569	32.1281	34.0479	0.0697	-0.0225	-0.0895
Si	8.6053	30.1364	31.8377	0.121	0.0781	0.2086
Si	9.673	3.8301	30.5824	0.1223	-0.0653	0.1041
Si	15.6207	6.4844	31.3906	0.0894	0.0508	0.1756
Si	9.9935	8.9029	30.9755	0.0087	-0.1012	0.3351
Si	8.1014	16.8362	32.4755	0.0951	-0.0663	0.2329
Si	12.0678	13.6239	31.738	0.0157	-0.0756	0.1484
Si	1.9892	14.2266	30.4767	0.0415	0.1335	0.152
Si	9.2744	20.9243	31.6089	0.0233	0.0146	0.2826
Si	11.862	20.7745	34.8542	-0.0558	0.0752	-0.3046
Si	15.1064	27.2873	28.4658	-0.0579	0.001	0.3081
Si	13.0841	30.4756	28.6334	-0.0721	-0.0091	0.4768
Si	15.9881	30.193	37.3041	-0.0986	0.0727	-0.3338
Si	0.4026	5.4224	35.1877	0.021	0.0306	-0.2469
Si	1.6898	27.6916	29.1943	-0.1068	-0.1838	0.2819
Si	1.5713	10.4988	33.6869	0.0256	-0.0508	-0.1856
Si	3.8465	10.6585	35.6566	0.004	0.0216	-0.1509
Si	15.3873	17.0004	35.0075	0.018	0.0019	-0.0771
Si	0.506	13.2694	28.2477	-0.1468	-0.0021	0.0666
Si	14.9134	21.2142	34.8651	-0.022	-0.0085	-0.1288
Si	3.7686	16.6951	36.0579	-0.078	-0.1099	-0.2414
Si	1.8704	31.511	30.7956	-0.001	0.0772	0.203
Si	2.4001	28.6648	31.9925	-0.1593	0.0282	-0.0744
Si	3.3539	5.3797	35.6407	0.0337	0.0459	-0.2607
Si	12.5831	3.6137	36.1759	-0.0227	-0.1316	-0.2484
Si	7.4342	4.3179	32.0822	-0.0761	-0.0932	0.181
Si	10.3514	2.4673	37.8473	0.0065	-0.0431	-0.1173
Si	7.3681	13.6632	35.3494	0.0684	0.0462	-0.1851
Si	5.2119	13.5625	32.9452	-0.0738	0.0185	0.0178
Si	15.4126	23.6657	33.2718	-0.0979	0.2268	-0.1289
Si	2.1095	23.5083	34.0603	-0.0356	0.0051	-0.0426
Si	3.3868	24.6508	31.7118	0.0244	0.0404	0.1967
Si	1.5601	28.0978	37.4501	-0.1636	-0.0943	-0.28
Si	7.2456	27.4791	33.0352	-0.0051	-0.006	-0.0127
Si	14.5114	1.8052	34.5801	0.0652	0.0063	-0.0954
Si	14.5638	31.9515	32.9795	0.063	-0.0192	-0.0349
Si	12.7665	10.3794	31.1993	-0.1572	0.1078	0.2897
Si	3.3402	2.7623	34.0647	-0.1105	-0.0569	-0.0043
Si	10.6828	18.553	32.9988	0.0515	0.0748	0.01
Si	7.8316	21.7435	35.7751	0.0723	0.0992	-0.2601
Si	11.1292	28.4466	32.4502	0.0623	0.0529	-0.0228
Si	13.7579	17.6123	37.4459	-0.0457	0.1379	-0.208
Si	5.3599	0.4869	37.1873	0.3199	0.0074	-0.2985
Si	13.8135	0.1235	29.9495	0.0782	-0.1799	0.2096
Si	14.7057	5.0672	37.4671	-0.046	-0.2049	-0.2675
Si	2.6639	0.791	38.1029	0.0401	0.0472	-0.326
Si	0.7147	9.8086	37.7989	-0.0455	-0.0948	-0.1265
Si	2.1688	12.5832	37.2715	0.0954	0.173	-0.2732
Si	1.2476	15.0974	35.5663	-0.0241	0.1404	-0.1852
Si	5.9173	15.0191	37.5161	-0.0129	0.0574	-0.2884
Si	5.2403	21.8607	37.5695	0.086	0.0812	-0.3094
Si	4.2734	18.8839	38.0386	-0.1255	-0.1024	-0.1659
Si	14.1994	24.9362	37.0657	-0.2229	0.0253	-0.3759
Si	2.5028	23.3161	37.0929	-0.0058	-0.0531	-0.1467
Si	13.3308	29.3188	34.2263	0.0922	0.0179	-0.1905
Si	1.8642	28.4098	34.6806	-0.1278	-0.0404	-0.2894
Si	4.7792	6.276	37.9341	0.1546	-0.0871	-0.3629
Si	4.8448	7.9979	35.7398	-0.0413	-0.096	-0.2765
Si	11.7664	6.3112	34.8239	0.0579	-0.0148	-0.0997
Si	5.1979	16.5773	33.1821	0.0436	-0.0377	0.0756
Si	6.8574	12.4455	37.9092	0.0377	-0.0594	-0.1201
Si	3.308	20.6789	33.1173	-0.0062	0.0354	-0.0514
Si	4.6262	28.7006	38.0032	0.1029	0.0201	-0.1832
Si	10.3556	20.8091	37.4541	-0.1405	0.0879	-0.4097
Si	8.1884	0.5546	36.5009	0.063	0.1717	-0.2371
Si	5.6556	30.5384	35.6934	0.0398	0.2534	-0.2689
Si	12.3681	6.94	37.6894	-0.14	0.0189	0.0336
Si	16.1056	8.5285	35.0185	0.0229	-0.122	-0.2329
Si	1.0538	1.2405	35.6721	-0.041	-0.0661	-0.2636
Si	11.267	16.4369	36.2704	0.1301	0.0584	-0.2183
Si	12.7153	14.9588	38.3449	-0.0405	-0.0083	-0.3835
Si	9.6655	17.9489	38.1628	-0.076	-0.1875	-0.2443
Si	12.6013	16.231	33.4829	0.0032	0.0534	0.0377
Si	14.3636	26.3605	34.4064	0.0095	-0.003	-0.407
Si	15.9522	22.302	37.4628	0.0519	-0.0105	-0.2408
Si	8.297	31.5936	38.9244	-0.0209	-0.0723	-0.1528
Si	12.0337	26.1205	35.8004	-0.2228	-0.1071	-0.1862
O	15.6108	31.2577	38.4685	0.1589	-0.2355	0.0982
O	2.6113	32.0864	38.7803	-0.024	-0.223	0.2717
O	1.1086	3.7634	39.7877	0.1029	0.2019	0.7363
O	2.8826	1.8886	39.2728	0.3022	0.1182	0.1629
O	13.8483	6.4173	37.2558	0.0131	0.0591	0.0048
O	15.5584	5.1864	38.8309	0.0577	-0.0326	0.1571
O	1.9192	8.9982	38.5509	0.1441	0.0525	0.1915
O	1.195	11.2884	37.338	-0.1037	-0.0565	-0.0585
O	15.2009	12.3667	39.9175	-0.042	-0.4354	-0.1699
O	15.9893	10.0522	38.9369	-0.1897	0.0498	0.1793
O	6.9984	14.9852	36.271	0.0504	-0.0745	0.3381
O	4.4961	15.6516	37.0661	0.0625	-0.0917	0.0016
O	1.0895	15.1773	39.6748	0.2572	-0.047	0.3655
O	15.6004	17.459	39.8687	-0.0867	-0.0121	0.332
O	2.8188	19.0993	38.7198	0.0378	-0.3717	0.0891
O	5.0937	20.2435	37.7069	0.2434	-0.3572	0.034
O	1.1823	22.3912	37.363	0.1475	-0.0582	0.2752
O	1.2379	20.4838	39.9301	0.1494	-0.1039	0.1024
O	2.6908	24.3382	38.3738	0.1372	0.0041	0.6309
O	1.6194	25.8441	0.151	-0.2074	0.3391	0.165
O	12.5891	24.7954	36.6277	-0.0043	-0.0784	0.0354
O	15.0283	28.8647	37.2618	0.2494	-0.0847	0.3104
O	4.2313	29.9349	39.0062	0.0814	-0.0755	-0.1728
O	16.1303	31.5003	33.2581	0.2206	-0.1347	0.1678
O	3.8671	1.1134	37.0138	-0.3306	0.1847	0.2062
O	8.649	30.0083	38.9222	-0.1838	0.2422	-0.1958
O	9.3875	3.1298	38.9843	-0.0467	0.2712	0.1391
O	13.1986	2.3083	35.4038	-0.1404	-0.0919	0.0721
O	3.5545	7	38.7402	-0.0458	0.1293	-0.0388
O	5.8294	5.7778	39.0135	-0.1042	0.0342	0.0916
O	5.6582	7.2268	36.9149	-0.1117	0.1001	0.2604
O	9.4248	7.2608	39.7022	-0.1723	-0.1161	0.6191
O	6.2909	11.0508	38.5204	-0.001	-0.1805	0.2945
O	7.359	9.1274	39.7619	-0.4475	0.0596	0.2421
O	5.5848	13.4785	37.9265	-0.178	-0.0746	0.1254
O	8.0321	13.1921	38.7788	0.0009	0.387	0.2913
O	5.0289	17.9532	39.1536	0.2695	-0.2486	-0.1538
O	6.4813	15.8056	38.8331	0.0679	0.2757	0.0692
O	8.2004	18.421	38.7404	-0.0718	0.3177	0.0877
O	6.9756	20.5236	39.8472	-0.1084	0.1101	0.1057
O	6.5767	22.2634	36.6926	-0.1602	-0.0196	0.3517
O	5.353	22.4724	39.0821	0.2812	0.1307	0.2189
O	9.2827	23.6967	39.8096	0.506	-0.2376	0.2565
O	7.2868	25.7573	39.7449	-0.2615	-0.0315	0.3317
O	5.5515	27.5913	38.7678	-0.054	-0.0941	0.0141
O	3.1778	27.9946	37.6491	-0.1306	-0.133	-0.2226
O	5.5494	0.5465	38.8068	0.0378	-0.2389	0.2818
O	5.1467	31.8132	36.5396	-0.3078	0.1096	0.1495
O	9.4982	32.6195	39.3656	-0.1239	0.3292	0.1881
O	9.3424	1.5189	37.0288	-0.0776	-0.1674	0.161
O	11.6517	1.7797	38.5432	0.0188	-0.2482	0.1697
O	13.7868	0.307	39.1213	-0.1268	-0.1111	0.424
O	11.5177	5.9427	38.7113	-0.0065	-0.0299	0.3855
O	15.9094	1.7183	35.4436	0.008	0.249	0.2812
O	12.7812	8.2633	38.5444	0.3207	0.099	0.2996
O	0.1526	6.9754	34.7383	0.1389	0.1794	-0.0667
O	9.9059	11.9369	39.9133	-0.1904	0.181	0.2739
O	11.8236	10.0534	39.8649	0.0954	-0.0977	0.4236
O	13.4513	13.5319	38.6024	-0.1159	0.2113	0.2876
O	12.0066	15.1137	39.8093	0.2055	0.0532	0.1261
O	12.3475	17.6236	36.6182	-0.0214	0.0839	0.0984
O	10.3211	17.0229	39.3105	0.2353	0.1139	0.2251
O	11.4872	16.0091	34.6993	-0.2401	-0.0715	0.187
O	13.7634	18.7461	38.6281	-0.1039	-0.1882	0.3208
O	10.6089	21.9325	38.5896	-0.005	0.1584	0.1534
O	10.5074	19.3303	38.0897	0.1681	-0.0191	0.1575
O	14.1593	25.3503	38.6425	0.3166	0.2641	0.2468
O	15.6318	22.0165	39.0323	0.02	0.2976	0.4255
O	9.9547	28.1458	39.9327	-0.0029	0.4338	0.3774
O	12.0173	26.2669	39.871	0.509	-0.2316	0.3759
O	12.8278	29.0817	38.5187	-0.0257	-0.0639	0.4832
O	11.4583	30.8866	39.48	0.1087	-0.0662	0.2369
O	1.5558	5.2597	26.8816	-0.2911	-0.0473	-0.0327
O	0.4945	4.5864	29.1751	-0.0133	-0.276	-0.1065
O	3.2551	1.5673	27.5565	-0.0097	-0.1721	-0.2542
O	2.578	3.0956	25.7197	0.0138	-0.3228	0.1878
O	1.5616	9.7829	27.2457	-0.2812	0.3595	-0.0349
O	0.627	14.2525	29.5635	-0.2119	-0.0625	-0.0609
O	5.0536	5.8934	26.4794	0.1217	-0.3964	-0.1408
O	3.1444	7.9572	26.3496	-0.1506	0.2355	-0.5242
O	16.1422	16.4924	26.54	0.0062	0.0529	-0.2061
O	1.3615	14.1484	27.1351	0.2045	0.639	0.0539
O	8.521	15.2405	32.3289	0.1997	-0.1277	0.0895
O	3.5364	12.0869	27.4993	-0.1382	-0.1692	-0.205
O	2.4373	19.2106	26.6269	0.1394	0.1184	-0.0726
O	4.4989	18.013	27.5786	0.3642	0.0684	0.1697
O	4.735	16.437	29.6484	0.1592	0.0235	-0.0629
O	2.7442	18.1731	30.2714	-0.0438	0.2376	-0.4058
O	2.095	25.0025	26.0566	0.2526	0	0.0899
O	0.6919	24.1465	28.6905	-0.0711	-0.1151	-0.3124
O	4.1212	23.2136	31.4963	-0.0973	-0.2874	0.0469
O	3.2883	23.906	27.9822	0.1835	-0.385	-0.3675
O	2.9978	31.432	29.5799	0.0534	-0.2745	-0.2453
O	0.5277	31.2129	27.5645	0.0036	0.2776	-0.0989
O	3.6821	30.4577	27.0222	-0.0878	-0.3411	-0.1544
O	4.9171	28.0437	27.1544	0.0199	0.1677	-0.2007
O	6.7755	4.568	27.8988	-0.338	-0.3331	-0.329
O	6.6295	3.5013	33.2639	0.1758	0.0886	0.0823
O	9.2392	1.8352	27.3702	-0.0984	0.0453	-0.2475
O	7.5312	2.1617	29.3982	-0.0655	0.414	0.0656
O	7.3701	9.0273	27.5095	-0.2244	-0.1806	-0.3259
O	5.5214	10.6448	26.6006	-0.0276	0.4287	-0.2619
O	7.3217	6.8713	29.1192	-0.0027	0.2122	-0.1408
O	9.1014	8.7977	29.6198	-0.102	0.1094	-0.2843
O	6.9906	17.3842	28.5501	0.1388	0.1709	-0.0402
O	7.7877	14.2972	27.1751	-0.1934	-0.1086	-0.1994
O	9.3748	12.4044	27.7463	0.2284	0.2642	-0.2091
O	5.5396	15.6716	27.1784	0.3049	-0.2805	-0.4192
O	6.2622	20.9602	27.3235	-0.1665	0.1082	-0.1841
O	8.2846	19.2853	26.6486	0.1078	-0.337	-0.2825
O	10.5591	17.8213	27.3265	-0.0403	0.2081	-0.3292
O	12.854	14.8376	32.6032	0.0047	0.1096	-0.0688
O	7.1825	26.5113	27.1552	-0.2224	-0.0437	0.0871
O	7.2187	28.4714	28.7012	0.1267	0.0067	-0.1162
O	9.9802	22.4383	27.3753	0.0796	0.089	-0.4204
O	8.3427	24.3862	26.405	-0.0464	0.3118	-0.3333
O	7.2918	31.4416	27.8069	-0.4354	-0.1705	-0.6533
O	6.3664	32.6895	29.8931	-0.0062	0.0351	0.0498
O	9.4533	28.1498	27.176	0.2534	0.2695	-0.2991
O	8.2418	30.02	25.889	0.0255	-0.3137	0.0933
O	9.387	7.3341	27.4696	0.273	0.2039	0.1473
O	10.9383	5.431	26.6658	-0.1414	-0.0427	-0.5403
O	14.5822	2.1028	27.2249	0.2812	-0.0838	-0.0508
O	16.337	0.4377	26.1813	-0.1562	-0.1567	-0.2801
O	12.7047	10.1046	27.66	0.1739	-0.0144	-0.0431
O	10.8644	10.9829	26.1778	0.0502	-0.0496	-0.0476
O	14.0926	7.9853	27.7013	0.1921	-0.5274	-0.4173
O	15.2902	5.6852	27.3391	-0.0049	0.0411	-0.3554
O	13.4156	13.5441	26.1885	0.0793	0.1118	-0.0165
O	12.1079	15.1666	27.6655	0.1969	-0.1267	-0.3922
O	15.4552	12.9765	27.5676	-0.0684	-0.394	-0.1496
O	14.0767	16.6643	34.0739	0.0478	0.0237	0.0357
O	9.7425	21.4903	30.116	0.0283	0.207	-0.3622
O	12.8132	20.8082	27.4749	-0.0196	0.1966	0.0384
O	8.7732	22.9118	35.095	0.1671	0.1579	0.2773
O	13.9661	18.6832	26.3868	-0.1494	0.3472	-0.031
O	11.1391	25.6404	27.3065	0.0935	-0.0811	-0.3313
O	11.523	26.4862	29.7162	-0.031	0.0323	0.07
O	13.2948	24.43	26.2648	0.1281	-0.0429	-0.3496
O	15.3759	23.2019	27.0535	0.0655	-0.2927	0.1761
O	12.7867	30.8727	27.0877	0.2882	0.1897	-0.4862
O	10.9694	32.7822	26.5255	-0.0618	0.1817	-0.2947
O	0.2343	27.2502	26.058	-0.0746	0.0205	-0.3121
O	14.7005	30.2528	28.8889	0.0509	-0.0045	0.1201
O	13.1787	29.8108	35.7878	-0.1766	0.2439	0.0963
O	1.8758	0.1386	31.6094	0.0503	0.0353	-0.1854
O	3.1205	4.1284	28.6919	0.1558	0.0314	-0.2434
O	0.4364	2.5168	31.8809	-0.1069	0.1878	-0.2371
O	0.7593	7.0539	31.3458	0.1044	0.2943	-0.0169
O	2.1064	6.6579	29.0733	0.2687	-0.1185	-0.1724
O	7.3021	10.9658	30.6428	-0.0296	-0.0289	-0.0144
O	3.6031	10.7927	29.9872	-0.2216	-0.0741	-0.1125
O	0.9862	11.7751	28.7914	0.1594	0.0448	0.0483
O	11.3758	16.718	29.6403	-0.1025	-0.126	0.2311
O	2.5508	15.683	30.9325	0.1509	-0.1916	-0.0611
O	1.5351	13.4218	31.8002	-0.1441	-0.2012	-0.2145
O	14.6779	22.7775	34.4242	0.0373	-0.1296	0.3711
O	0.1995	20.6599	27.2886	-0.0101	-0.1724	-0.2678
O	14.7261	19.6275	28.9742	0.011	-0.213	-0.0784
O	13.293	21.5218	30.0927	-0.0114	-0.1958	-0.2904
O	2.3527	24.7358	30.4817	-0.0928	0.1156	-0.1864
O	14.3994	28.0082	34.1068	0.2027	-0.1071	0.1609
O	0.0818	27.7805	29.1515	0.0252	0.1355	0.0956
O	14.6177	28.2614	27.2478	-0.2531	-0.1007	-0.2535
O	2.2891	29.0313	28.5297	-0.0718	0.0656	-0.3242
O	4.7372	1.9182	34.1615	0.0187	0.0125	0.186
O	5.7637	1.795	31.5755	-0.0772	0.0459	-0.1704
O	8.5887	3.2321	31.6637	0.0773	0.0415	0.1417
O	8.923	4.7892	29.4763	-0.0202	0.2345	-0.0643
O	10.6237	4.8309	31.4904	-0.1432	-0.1455	0.0895
O	8.2585	5.6652	32.56	-0.0194	0.1824	-0.0296
O	7.1486	10.3067	33.2744	0.2989	0.2657	0.0595
O	4.7995	9.7501	32.1954	-0.0624	-0.0759	-0.1456
O	6.7599	16.9945	33.4141	-0.0866	-0.1831	0.2589
O	7.7571	13.4244	29.7471	0.4129	0.1542	-0.1454
O	0.7057	18.9672	31.9759	-0.1463	0.1176	-0.1075
O	5.5904	21.8353	29.8445	-0.1223	0.0072	-0.2103
O	7.1834	19.8036	29.5057	-0.1039	-0.1589	-0.0176
O	10.3552	19.713	31.8818	-0.0865	-0.1337	-0.3066
O	16.0686	20.4686	33.9667	-0.0821	0.0753	-0.2713
O	7.8374	22.4684	28.8135	0.0646	0.1758	0.2507
O	4.8092	29.4963	29.2957	-0.0415	-0.0543	0.0452
O	5.3716	26.8134	29.4857	0.0154	-0.0074	-0.0734
O	1.4377	27.9974	33.1576	0.2243	-0.0291	0.207
O	5.9205	27.7213	33.9506	-0.1389	0.049	0.024
O	8.0427	30.6086	30.3716	-0.2173	0.142	-0.4226
O	8.5468	31.4546	32.806	0.0215	0.1315	-0.1488
O	10.187	2.488	29.79	-0.1329	-0.1385	-0.2203
O	9.0116	0.0249	29.3435	0.1061	-0.2235	-0.1671
O	2.9139	2.5319	32.506	-0.1229	0.1809	0.0484
O	12.364	3.3998	27.5435	0.0694	0.2988	-0.0461
O	12.5736	7.2588	33.7717	-0.2939	0.063	0.0377
O	10.1463	7.4406	31.6989	0.2519	0.043	-0.3608
O	15.4471	10.1502	28.022	0.0883	0.0846	-0.5103
O	13.8335	9.9206	30.0148	0.2945	-0.2936	-0.4718
O	10.6585	13.6044	32.5626	0.0077	0.0024	0.026
O	11.967	14.1705	30.198	-0.1195	0.0581	-0.4651
O	9.3653	22.249	32.5435	-0.0138	-0.1939	-0.3348
O	15.2085	25.7842	27.8555	0.0136	0.0999	-0.3943
O	9.7558	14.8118	28.8756	-0.2958	-0.112	0.0148
O	10.1461	24.0834	29.3803	0.1044	-0.1238	-0.0474
O	11.3006	22.1812	34.198	-0.0439	0.1203	0.0196
O	12.3929	28.2106	31.4634	0.0013	-0.0455	-0.0961
O	9.0558	26.3962	29.0043	-0.2295	0.3364	-0.1277
O	14.0275	27.2665	29.6748	0.0868	0.2293	-0.1919
O	10.0553	24.5494	33.5319	0.2439	0.1476	-0.1484
O	11.7908	28.9415	33.8432	-0.1123	0.2379	0.3987
O	12.2488	29.1162	29.006	-0.2159	0.2091	-0.2972
O	15.9031	30.9708	35.8658	-0.388	-0.1288	0.3693
O	1.3813	32.6284	34.9337	-0.128	0.0423	0.272
O	2.3079	2.0484	29.9694	-0.0931	-0.1759	-0.1571
O	4.1822	5.0477	37.0152	0.0089	0.204	0.2939
O	2.6032	10.0086	34.8293	0.0408	-0.2093	0.2222
O	3.0819	8.3184	30.8206	-0.1028	-0.1473	0.215
O	1.2686	12.0771	33.9755	0.0631	-0.0574	-0.0522
O	8.41	12.472	32.4391	-0.1759	0.0819	-0.1334
O	5.5348	12.3074	29.0744	0.2981	0.3195	-0.0455
O	3.2075	13.4408	29.7335	0.1425	0.143	-0.0376
O	3.7099	13.029	33.2979	0.0163	-0.0002	-0.1473
O	4.4226	16.5778	34.5893	0.0598	0.0207	0.1481
O	4.3566	17.4591	32.1018	0.0208	0.2105	-0.1435
O	0.8479	9.0899	29.6492	-0.0934	0.4648	-0.0058
O	2.7175	24.7292	33.1781	0.2139	0.3132	0.0331
O	14.8349	23.0203	31.8804	0.1307	-0.1685	-0.1815
O	10.4446	26.268	35.4608	-0.132	-0.2775	-0.0375
O	3.4322	27.9874	34.8661	-0.2113	0.0726	0.1134
O	2.2429	26.3539	28.4577	-0.0569	0.0195	-0.139
O	2.1126	30.2584	31.804	0.2239	0.1026	-0.0248
O	0.4065	31.1984	30.1821	-0.0629	0.1273	-0.2015
O	4.9524	2.2465	29.2581	0.1609	0.4065	-0.2355
O	6.8156	0.5525	33.5309	0.1243	-0.0988	-0.0912
O	11.529	7.0876	36.2668	0.128	0.0179	0.5008
O	10.4019	5.9889	33.9797	0.0009	-0.0614	0.0624
O	5.6883	8.4281	34.4075	0.0515	-0.1	0.0716
O	6.5974	4.7666	30.7049	-0.1148	0.0283	-0.2567
O	9.3233	9.9306	32.0451	-0.0241	0.0533	-0.065
O	11.4068	9.6469	30.657	-0.0241	-0.2125	-0.0671
O	8.8079	13.894	34.5908	-0.1621	0.2207	0.3327
O	12.6295	12.035	31.5617	0.0984	0.0252	0.0156
O	2.303	19.6139	33.9499	0.0923	-0.2492	-0.0195
O	2.9533	22.1276	33.8051	0.1477	-0.0257	-0.0856
O	2.7967	20.5333	31.5531	0.1669	0.1505	-0.1618
O	6.4519	22.5199	32.3416	0.0657	-0.0565	0.0026
O	7.1486	20.9305	34.521	0.1876	-0.3571	0.0921
O	2.2228	23.9941	35.6203	-0.0656	-0.228	0.1493
O	8.2206	26.5881	34.0045	-0.2382	0.0831	0.3108
O	10.3873	27.0354	32.7532	0.0736	-0.1123	0.1026
O	4.7512	30.1595	34.384	0.1222	0.0841	-0.0804
O	6.9752	26.6449	31.6625	0.2119	0.1024	-0.0735
O	7.7357	28.9546	32.5443	-0.0001	-0.0324	-0.1806
O	11.0472	3.4311	36.7136	-0.2392	-0.1443	0.0867
O	14.7592	2.8913	33.38	0.1107	-0.0328	-0.2832
O	13.2329	1.6059	29.5417	-0.0267	0.1867	-0.246
O	3.6618	4.3292	34.429	0.1567	0.096	0.1551
O	15.5172	4.9254	31.8601	0.0498	-0.1739	-0.1965
O	13.2135	9.6378	32.5992	0.2454	-0.0211	0.0661
O	14.3562	3.9325	29.1704	-0.1431	0.0735	-0.0377
O	0.303	9.5183	33.8548	0.0181	0.1484	0.0656
O	9.3267	17.6496	33.1888	-0.1627	0.2555	0.0809
O	7.6613	17.4746	31.0467	0.0568	0.3139	-0.3656
O	9.4002	18.5076	29.4668	-0.0419	0.2345	0.1469
O	0.1361	17.8934	34.2735	0.184	-0.0417	0.0635
O	14.9454	17.8318	36.3497	0.0217	0.258	0.3715
O	15.9095	21.8011	29.7443	0.0072	-0.2737	-0.0249
O	12.0229	19.1894	29.3291	-0.0453	-0.2993	-0.009
O	11.0606	19.4344	34.3309	-0.1175	-0.1024	0.2617
O	6.246	24.4139	30.4163	-0.1455	-0.1685	0.0337
O	13.7304	30.5698	33.2498	0.1131	-0.1387	0.1322
O	15.1349	32.7798	28.9714	-0.0593	0.2602	0.1048
O	12.6959	31.77	29.5878	0.0506	-0.1824	-0.1891
O	10.1393	29.5622	31.7705	0.1618	0.106	-0.2156
O	14.2778	32.6212	31.5059	-0.1983	0.2329	-0.0511
O	12.7596	26.0249	34.3233	-0.1425	-0.0993	0.0912
O	2.134	2.2833	35.0407	-0.0361	-0.1148	0.0003
O	1.7804	5.3342	36.0239	0.1872	0.0232	0.4852
O	2.1567	27.6898	30.7437	-0.1246	-0.0705	-0.1216
O	1.1098	29.6748	37.6193	0.1453	-0.1599	0.3874
O	0.5338	4.411	33.907	0.0242	-0.0903	0.1041
O	2.1957	10.3864	32.194	0.0957	0.4026	-0.1334
O	3.4858	12.0261	36.4474	0.1993	0.0784	0.2149
O	0.1142	8.9753	36.5292	-0.0642	0.2209	0.3608
O	13.8528	16.1136	38.1119	-0.0574	-0.3354	0.3432
O	16.1004	15.5949	35.4654	-0.0702	-0.2646	-0.0196
O	1.7832	14.692	34.0811	0.2197	0.1092	0.1332
O	1.3783	13.7898	36.5156	-0.0931	-0.1073	0.358
O	13.4559	20.5088	34.6151	0.0224	-0.2006	-0.0048
O	1.0505	19.7991	29.5247	0.0008	-0.2829	-0.3004
O	2.1814	16.3389	36.0709	0.0576	0.1852	-0.0119
O	4.0298	18.192	36.5904	-0.0305	0.3045	0.1975
O	1.6401	30.0378	34.6791	-0.064	-0.0278	0.2978
O	15.1832	23.6583	37.0159	0.1282	-0.0538	0.137
O	3.9892	28.6159	32.3711	0.2217	-0.1444	-0.2308
O	1.1106	27.6709	35.9144	0.058	-0.2118	0.2616
O	1.2794	1.0747	37.2801	-0.0554	-0.3135	0.4148
O	3.7105	6.9269	35.1992	-0.1456	-0.0561	0.0371
O	6.6617	1.2264	36.4672	-0.0555	-0.0959	-0.0652
O	5.0261	10.979	34.5797	0.0316	0.1514	0.219
O	4.3083	9.3504	36.5234	-0.1178	0.1357	0.2486
O	13.6056	3.8572	37.449	-0.1825	-0.1124	0.3611
O	6.9535	3.7826	39.896	-0.1358	0.0085	0.2886
O	5.1379	15.1093	32.4975	-0.1472	0.1823	0.0032
O	2.6401	13.1432	38.7197	0.2471	-0.1602	0.2473
O	6.2084	13.4672	34.2173	0.2056	-0.0336	-0.0294
O	5.7633	12.7942	31.6303	0.0215	-0.2303	-0.1494
O	15.3898	21.1548	36.4332	-0.132	0.1138	0.367
O	15.1173	25.2957	33.3863	0.0869	-0.0953	-0.1426
O	11.6029	20.9631	36.4339	0.1491	0.2046	0.4016
O	4.9687	20.4366	33.1155	-0.1011	0.1895	-0.1169
O	8.7894	0.0795	35.0586	0.0372	0.168	-0.0229
O	12.6107	27.4096	36.6235	0.1788	0.0356	0.2733
O	7.0678	30.9413	34.9547	0.1307	0.1393	0.0694
O	5.5302	29.263	36.7354	0.021	-0.2212	0.1921
O	12.5368	4.8928	35.1405	0.3209	-0.0038	-0.2014
O	14.1424	0.3158	34.0369	-0.0139	0.0711	0.0849
O	14.7285	7.4767	32.3009	0.0114	-0.0124	-0.1533
O	14.5056	8.6586	34.7367	0.1176	0.0537	0.1573
O	15.0555	6.4291	29.8552	-0.1762	-0.0489	-0.3395
O	15.6329	4.8698	36.1491	-0.1097	0.1231	-0.0028
O	11.9337	17.517	32.6521	0.1273	-0.161	-0.029
O	11.6165	15.0747	37.1389	0.08	-0.2549	0.0482
O	7.405	12.3588	36.3508	0.0499	-0.2369	0.362
O	8.8814	20.8848	36.698	0.1416	0.1216	0.4067
O	7.7507	20.3263	32.0442	0.1317	-0.2474	-0.2649
O	14.4561	23.9078	29.4762	-0.0268	0.0271	-0.1618
O	4.4738	25.8534	31.7314	-0.052	0.0933	0.0444
O	9.8091	17.0779	36.74	0.0163	-0.0905	0.0536
O	0.5917	23.3519	33.484	0.1431	-0.0236	0.0174
O	7.9287	32.0375	37.4189	0.033	-0.3735	0.1615
O	7.0473	31.6391	39.9885	0.062	0.0817	-0.0804
O	14.8567	25.9801	35.945	0.2613	0.0398	0.4155
O	0.6946	27.2094	38.4925	-0.4133	0.0164	0.1127
O	3.8783	22.4526	36.8973	-0.0474	0.118	-0.1305
Si	0.1286	0.0068	5.5579	0.0068	-0.0057	-0.0149
Si	2.787	2.8108	5.4726	0.0598	0.0664	-0.0481
Si	0.0372	5.5234	5.4882	0.0013	-0.0405	-0.068
Si	2.7111	8.2198	5.4036	0.027	-0.073	-0.0973
Si	0.1206	10.8526	5.4495	-0.0668	0.0998	-0.036
Si	2.7986	13.6002	5.4075	-0.0206	0.0304	-0.0727
Si	0.1062	16.3409	5.49	-0.0339	0.0114	-0.0183
Si	2.7912	19.1155	5.4788	-0.0255	0.0134	-0.0354
Si	0.0356	21.8967	5.4243	-0.0013	-0.0036	-0.0218
Si	2.7587	24.6719	5.4215	0.0496	-0.0209	-0.0093
Si	0.15	27.4135	5.3931	0.1087	0.0419	-0.025
Si	2.8676	30.0689	5.4792	-0.0061	-0.0167	-0.0553
Si	5.54	0.0275	5.4967	-0.0818	-0.0814	-0.0373
Si	8.2949	2.7433	5.4912	-0.0299	0.0016	-0.0321
Si	5.4611	5.5003	5.4626	0.0763	0.0174	-0.0748
Si	8.1409	8.2319	5.5812	0.0181	-0.0605	0.0708
Si	5.4192	10.9433	5.4519	0.0227	-0.0259	-0.0257
Si	8.178	13.6767	5.5004	0.0446	-0.0119	0.0298
Si	5.5281	16.3407	5.481	-0.0437	0.0341	-0.0229
Si	8.2829	19.0797	5.4637	-0.068	0.0232	-0.0368
Si	5.5292	21.8545	5.4972	-0.0077	-0.0484	-0.0587
Si	8.3002	24.5769	5.5116	-0.0042	0.0046	0.0094
Si	5.5214	27.3709	5.508	0.0081	0.0038	-0.0136
Si	8.2715	30.1282	5.5452	0.0539	0.04	0.0507
Si	11.0596	0.1051	5.508	0.0997	0.0793	0.0291
Si	13.6829	2.8597	5.6074	0.0126	-0.0268	0.017
Si	10.9718	5.5136	5.6706	-0.0315	0.0127	-0.0015
Si	13.7557	8.2052	5.5555	-0.0184	0.0408	-0.0236
Si	10.9432	10.9569	5.632	-0.0101	-0.0295	0.0554
Si	13.7265	13.6385	5.5476	-0.0586	-0.0624	-0.0075
Si	10.9557	16.4311	5.5129	0.0937	0.006	-0.0299
Si	13.7289	19.1394	5.4492	0.0381	-0.0154	-0.032
Si	11.0453	21.8336	5.5365	-0.1169	-0.0072	0.0053
Si	13.8056	24.6087	5.4538	0.0144	0.0144	0.0149
Si	11.0878	27.3187	5.5405	-0.0632	0.0001	0.0646
Si	13.8415	30.1745	5.4796	0.1007	0.1402	0.0138
Si	1.4589	1.4287	6.8781	-0.0056	-0.0253	-0.0304
Si	4.1379	4.1456	6.8683	-0.0506	-0.0201	0.0178
Si	1.3996	6.8808	6.8536	-0.0365	0.0106	-0.0267
Si	4.0672	9.5742	6.8216	-0.031	0.0886	-0.0204
Si	1.436	12.2681	6.82	0.0254	-0.0298	-0.0137
Si	4.1283	14.9888	6.8191	0.033	0.003	-0.0063
Si	1.4286	17.7535	6.8458	-0.007	-0.0084	0.0356
Si	4.1454	20.4956	6.8458	0.0214	-0.0089	0.0299
Si	1.3997	23.2823	6.7951	-0.0518	0.0429	-0.0125
Si	4.1331	25.9964	6.8392	-0.0218	0.0268	0.0127
Si	1.4757	28.727	6.8464	0.0102	-0.0441	-0.0143
Si	4.1787	31.4657	6.8683	0.0274	0.0232	-0.0418
Si	6.9111	1.3876	6.8656	0.0908	-0.0508	-0.0396
Si	9.5857	4.1074	6.9402	0.0311	0.0019	-0.0158
Si	6.7997	6.8336	6.8992	0.02	0.0419	0.0135
Si	9.5426	9.5832	6.9304	-0.0224	0.0788	0.024
Si	6.8098	12.2933	6.8462	0.0615	-0.0361	-0.0418
Si	9.5669	15.0552	6.8568	-0.0476	0.0469	-0.0244
Si	6.8896	17.735	6.8383	0.0959	-0.0565	-0.0137
Si	9.6296	20.4692	6.8534	0.0479	0.0023	0.0015
Si	6.8999	23.2248	6.8583	0.0503	-0.0232	0.0265
Si	9.6652	25.9637	6.8677	0.045	-0.026	0.0393
Si	6.8936	28.7389	6.879	0.0227	-0.04	-0.0172
Si	9.6646	31.5159	6.8624	-0.0741	-0.0158	-0.0267
Si	12.3553	1.4499	6.9457	-0.0866	0.014	-0.0131
Si	15.1005	4.1872	6.9229	-0.0096	-0.0361	-0.0628
Si	12.3766	6.8834	6.9571	0.0027	-0.0424	-0.0185
Si	15.1324	9.5728	6.8842	0.0202	-0.0766	0.0037
Si	12.3477	12.3186	6.9346	-0.0054	0.0082	0.0366
Si	15.1067	15.0205	6.8679	0.0225	-0.0089	0.0294
Si	12.3542	17.7942	6.8492	-0.0687	0.0284	-0.0111
Si	15.0892	20.5184	6.8165	0.0104	-0.0029	-0.0122
Si	12.413	23.2512	6.844	-0.0176	0.0195	-0.0106
Si	15.1671	26.0243	6.7866	-0.0341	-0.039	-0.0275
Si	12.4438	28.7653	6.8326	-0.0571	-0.019	0.0048
Si	15.151	31.4857	6.9254	-0.0013	-0.0931	0.0215
Si	0.0644	2.7777	8.2451	-0.0107	-0.0019	0.0184
Si	2.8081	0.0344	8.2334	0.0025	-0.0028	0.0303
Si	0.0608	8.2168	8.27	-0.0253	0.0211	0.0019
Si	2.7649	5.5108	8.2311	0.0227	-0.0171	-0.0194
Si	0.0694	13.6418	8.209	-0.0588	0.018	-0.0248
Si	2.7632	10.9369	8.2378	-0.0127	-0.0145	0.0032
Si	0.0484	19.1422	8.1877	-0.0101	0.0045	-0.0042
Si	2.7855	16.3797	8.2012	-0.0333	0.0063	-0.0001
Si	0.064	24.6392	8.2	0.0469	0.0203	0.0055
Si	2.7646	21.8965	8.1738	0.0157	-0.0146	-0.01
Si	0.1017	30.0792	8.2423	-0.0209	0.0447	0.0187
Si	2.7954	27.3536	8.2366	-0.0077	-0.013	0.0151
Si	5.52	2.7637	8.2213	0.0159	0.0297	-0.0302
Si	8.2693	0.0327	8.25	0.0152	0.0298	-0.0012
Si	5.4416	8.232	8.2267	0.0441	-0.0251	-0.0174
Si	8.1991	5.4899	8.2632	-0.0042	-0.0292	-0.0031
Si	5.4787	13.664	8.2289	-0.0083	0.0058	0.0017
Si	8.1804	10.967	8.2541	0.0389	-0.0098	0.0131
Si	5.5172	19.122	8.1986	-0.0257	0.0304	-0.0146
Si	8.2297	16.4063	8.2466	0.011	0.0088	0.0288
Si	5.5117	24.6143	8.1937	0.0261	0.0264	-0.0085
Si	8.2625	21.8523	8.2162	-0.0381	0.0017	-0.0038
Si	5.5265	30.098	8.247	0.0093	0.0063	0.0209
Si	8.2743	27.3479	8.2116	0.0042	0.0192	0.0077
Si	10.9639	2.7713	8.31	-0.0223	-0.059	0.0194
Si	13.7418	0.0468	8.2595	0.0361	0.0312	-0.0057
Si	10.9551	8.2365	8.2723	0.0103	-0.0082	0.0129
Si	13.7308	5.5146	8.3092	-0.0003	0.031	0.0287
Si	10.949	13.7031	8.2368	0.0238	-0.0228	0.0011
Si	13.7389	10.9376	8.248	-0.0307	0.0296	-0.0122
Si	10.9907	19.1351	8.2385	-0.0103	-0.0136	0.0196
Si	13.7231	16.4123	8.2056	0.0082	0.0224	-0.0161
Si	11.0264	24.5975	8.2232	-0.0589	-0.0017	0.0234
Si	13.7442	21.8762	8.2176	0.0112	0.0201	0.0172
Si	11.0292	30.1093	8.2052	0.0208	0.0194	-0.036
Si	13.7816	27.365	8.1938	0.0008	0.0247	-0.0262
Si	1.4175	4.1424	9.6163	-0.0088	-0.0073	-0.0182
Si	4.1626	1.3998	9.605	0.0051	-0.0367	-0.0067
Si	1.409	9.5927	9.6279	-0.0143	0.0074	-0.0009
Si	4.1125	6.8676	9.6185	-0.0259	0.0262	-0.0069
Si	1.4085	15.0337	9.5787	0.0201	-0.0056	0.0009
Si	4.1204	12.3086	9.6047	0.0241	-0.0096	-0.0019
Si	1.4025	20.5262	9.5548	-0.0105	-0.0004	-0.0003
Si	4.1368	17.7672	9.5665	0.0375	-0.0309	0.0084
Si	1.4166	25.9911	9.593	0.0057	-0.013	0.0028
Si	4.133	23.2524	9.5601	0.0026	-0.0056	0.0012
Si	1.4383	31.4712	9.6064	-0.0155	-0.0079	-0.0104
Si	4.1529	28.7269	9.6029	0.0003	-0.0078	-0.0011
Si	6.8524	4.1209	9.6283	0.0181	0.0027	0.0024
Si	9.6034	1.3912	9.6477	-0.0058	0.0221	0.0137
Si	6.8211	9.588	9.6035	0.008	0.0255	-0.0047
Si	9.5822	6.8586	9.6178	0.025	-0.0062	-0.0026
Si	6.8467	15.0406	9.5921	0.0263	0.0026	-0.0042
Si	9.5756	12.3336	9.5967	-0.0187	0.0124	0.0032
Si	6.8709	20.5008	9.5738	0.0406	-0.0123	0.0128
Si	9.6057	17.7781	9.5976	0.0175	-0.011	0.0071
Si	6.8825	25.9836	9.5683	0.0071	-0.0049	0.0041
Si	9.6269	23.2376	9.5767	0.0358	-0.0147	0.0141
Si	6.8945	31.4648	9.6063	0.0178	-0.0297	0.0064
Si	9.6415	28.7324	9.5673	-0.0183	-0.0172	0.0129
Si	12.3442	4.1426	9.6471	0.002	-0.0147	-0.0101
Si	15.0999	1.4138	9.6213	-0.016	-0.0175	-0.0132
Si	12.341	9.6007	9.6164	-0.0039	-0.0073	0.0025
Si	15.095	6.8774	9.6542	-0.0127	-0.0176	-0.0046
Si	12.3371	15.0659	9.5833	-0.0309	0.013	0.0051
Si	15.0921	12.316	9.6033	0.0059	-0.0218	0.0071
Si	12.3558	20.5205	9.5863	-0.029	0.0097	0.002
Si	15.0801	17.788	9.5714	-0.015	0.0052	0.008
Si	12.3838	25.9997	9.5657	-0.0233	-0.0147	0.0002
Si	15.0948	23.2669	9.5736	-0.0275	-0.01	0.0038
Si	12.3666	31.4709	9.6058	-0.0206	-0.0087	0.0003
Si	15.1136	28.7246	9.5995	0.0269	-0.0338	-0.0024
Si	0.054	0.0261	10.9736	-0.0049	0.0048	0.0146
Si	2.7821	2.7632	10.9736	0.0021	0.0202	-0.0027
Si	0.0523	5.4967	10.9994	-0.0135	0.0019	0.0005
Si	2.7649	8.2315	10.9984	0.002	-0.0057	-0.0009
Si	0.0399	10.9588	10.9856	-0.017	-0.0074	-0.0017
Si	2.7609	13.6825	10.9672	-0.0144	0.01	-0.0069
Si	0.0368	16.4138	10.9378	-0.023	0.006	-0.0028
Si	2.7637	19.1494	10.9233	-0.0067	0.019	-0.005
Si	0.0404	21.8853	10.9436	0.0174	0.0182	-0.0036
Si	2.7733	24.6119	10.9497	0.0037	0.0237	0.0019
Si	0.0518	27.3492	10.973	-0.0189	0.0049	0.0019
Si	2.785	30.0923	10.9743	0.0148	0.0203	0.0053
Si	5.5179	0.0235	10.9739	0.0122	0.0289	-0.0066
Si	8.2257	2.7613	10.995	0.0037	-0.0128	0.0051
Si	5.4842	5.4995	10.9808	0.01	-0.0025	-0.005
Si	8.2082	8.2337	10.9669	0.0054	-0.0026	0.0019
Si	5.4815	10.9579	10.9833	-0.0003	-0.0095	0.003
Si	8.2155	13.6927	10.9682	0.0177	-0.0073	0.0092
Si	5.488	16.4137	10.955	-0.0088	0.0082	0.002
Si	8.231	19.1451	10.9536	-0.0013	0.0107	0.0024
Si	5.4955	21.8791	10.9294	-0.0133	-0.001	-0.0004
Si	8.2442	24.6093	10.9369	-0.0106	0.004	0.0037
Si	5.5157	27.3454	10.9526	0.0141	0.0121	0.009
Si	8.2598	30.0818	10.9549	0.0015	0.0163	0.0019
Si	10.983	0.0151	10.9832	-0.0133	0	0.0041
Si	13.7162	2.7645	10.9904	-0.0042	0.0001	0.0098
Si	10.9585	5.5054	10.9908	-0.0048	0.001	0.0079
Si	13.7041	8.2405	10.992	-0.0104	-0.0088	0.0063
Si	10.9567	10.9734	10.9583	0.0245	0.0125	0.005
Si	13.7049	13.6932	10.9451	-0.0015	0.002	-0.0024
Si	10.9708	16.419	10.963	0.0058	0.0098	0.0091
Si	13.712	19.147	10.9521	0.004	-0.0001	-0.0014
Si	10.9795	21.8768	10.9566	-0.0094	0.0088	0.0083
Si	13.7193	24.6216	10.9519	0.0003	0.0103	-0.0077
Si	10.9944	27.3539	10.941	0.0058	0.0257	-0.0027
Si	13.726	30.0879	10.9638	-0.01	0.0133	0.0007
Si	1.4085	1.4	12.3438	-0.0061	-0.0217	-0.011
Si	4.1272	4.1348	12.3541	-0.0072	-0.0067	-0.0088
Si	1.4038	6.8694	12.3648	0.0025	-0.0004	-0.0057
Si	4.1257	9.6008	12.3608	0.009	0.0023	0.0029
Si	1.3973	12.3306	12.3466	-0.0056	-0.0087	0.0015
Si	4.1186	15.059	12.3278	0.0101	-0.0099	0.0044
Si	1.3939	17.7913	12.3052	0.0089	-0.009	-0.0074
Si	4.121	20.5186	12.3009	0.0159	-0.005	-0.0018
Si	1.3969	23.2523	12.3196	0.0023	-0.0263	0.0026
Si	4.1328	25.9855	12.3178	-0.0033	-0.0206	-0.0033
Si	1.4059	28.7285	12.3371	-0.0077	-0.0043	-0.0001
Si	4.1424	31.465	12.3389	-0.0044	-0.0237	0.0009
Si	6.8633	1.3922	12.3542	0.0003	0.0027	0.0045
Si	9.5917	4.1355	12.3508	0.0105	-0.0038	0.0052
Si	6.8512	6.8698	12.3436	0.0124	-0.0095	-0.0092
Si	9.584	9.6077	12.3225	0.0037	-0.0083	-0.0081
Si	6.8511	12.3306	12.3374	0.0154	-0.0041	0.0011
Si	9.5895	15.0601	12.3241	0.0021	-0.0051	0.0037
Si	6.8528	17.7853	12.3156	0.0163	-0.0093	0.0056
Si	9.5943	20.5161	12.3174	0.0039	-0.0051	0.0083
Si	6.8575	23.25	12.3046	0.0166	0	-0.0014
Si	9.6054	25.9872	12.3078	-0.0005	-0.0107	-0.0026
Si	6.876	28.7195	12.3196	0.0024	-0.0212	0.0048
Si	9.6059	31.4531	12.3381	0.0145	-0.0098	0.0023
Si	12.3397	1.3942	12.345	0.0111	-0.0072	0.0008
Si	15.0754	4.1353	12.3536	0.0011	0	-0.0028
Si	12.3287	6.8751	12.3469	0	-0.0005	0.0051
Si	15.0686	9.6065	12.3523	-0.0129	0.0146	0.0017
Si	12.3278	12.3401	12.3188	-0.0169	-0.0069	-0.0022
Si	15.0643	15.0612	12.3162	-0.0098	0.0024	-0.0035
Si	12.3346	17.7887	12.3242	-0.015	-0.0017	0.0041
Si	15.0703	20.5212	12.3189	-0.0216	-0.0035	0.0013
Si	12.3373	23.2558	12.319	-0.0183	-0.0018	0.0048
Si	15.071	25.9889	12.3324	0.0114	-0.0064	0.0051
Si	12.3424	28.7245	12.3284	-0.002	-0.0148	-0.0046
Si	15.0764	31.4662	12.3378	0.005	-0.0053	-0.0083
Si	0.0354	2.7656	13.7149	-0.0144	0.014	-0.0009
Si	2.7674	0.0246	13.7074	0.009	0.014	-0.0047
Si	0.0315	8.24	13.717	-0.0044	-0.0194	-0.0042
Si	2.7665	5.5033	13.7274	-0.0157	0.0102	0.0058
Si	0.0208	13.7015	13.6957	-0.0043	0.001	-0.0002
Si	2.7603	10.9714	13.7199	-0.0115	-0.002	-0.0001
Si	0.0258	19.1468	13.6891	-0.002	0.012	0.001
Si	2.7487	16.4292	13.6872	-0.0167	0.013	0.0029
Si	0.0252	24.6132	13.6957	-0.015	0.0234	-0.0057
Si	2.754	21.8765	13.6833	-0.0072	0.0125	0.0014
Si	0.0307	30.0929	13.7055	-0.0021	0.0048	-0.0019
Si	2.765	27.3503	13.6949	0.0117	0.0049	-0.0029
Si	5.4931	2.7639	13.7134	0.0033	0.0017	-0.0022
Si	8.2323	0.0162	13.7043	-0.0002	0.01	-0.0003
Si	5.4969	8.2378	13.7211	-0.0044	-0.0029	0.0035
Si	8.2207	5.5068	13.7078	-0.0046	0.0131	-0.0004
Si	5.4822	13.6981	13.6982	-0.0074	0.0073	-0.0019
Si	8.2237	10.9704	13.6995	0.0027	0.0018	0.0073
Si	5.4778	19.1509	13.6752	-0.0049	0.0095	0.002
Si	8.2136	16.4212	13.6852	0.0124	0.0097	0.002
Si	5.4857	24.6104	13.685	-0.0024	0.0259	0.0011
Si	8.2117	21.8768	13.6783	0.0122	0.0032	0.0009
Si	5.5026	30.0843	13.6943	0.0075	0.0213	-0.0045
Si	8.2278	27.3442	13.6901	-0.0017	0.0216	-0.0008
Si	10.9641	2.7631	13.7043	-0.0071	0.0014	0.0029
Si	13.7005	0.0245	13.7096	-0.0111	0.0065	0.0068
Si	10.953	8.2487	13.6937	0.0024	-0.0012	0.0034
Si	13.6993	5.5056	13.7063	0.0037	-0.018	-0.0006
Si	10.9556	13.6965	13.6902	0.0143	-0.0019	0.0088
Si	13.6911	10.981	13.694	0.0084	-0.0105	0.0015
Si	10.951	19.1445	13.6869	0.0074	0.0078	0.001
Si	13.6923	16.4166	13.6924	0.0102	0.0083	0.0042
Si	10.9548	24.6129	13.6886	0.0086	0.0064	-0.0041
Si	13.6913	21.879	13.6902	0.0029	0.0202	-0.0095
Si	10.9656	30.0846	13.7041	-0.0132	0.0125	-0.0012
Si	13.6954	27.3511	13.7025	-0.0093	0.0048	-0.0063
Si	1.3888	4.142	15.0861	0.0105	-0.0061	-0.0045
Si	4.1216	1.4004	15.0754	-0.0137	-0.0029	-0.0025
Si	1.3934	9.6082	15.0831	-0.0054	-0.0032	-0.0003
Si	4.1306	6.8766	15.0906	0.0104	-0.0038	-0.0061
Si	1.3838	15.0676	15.0618	-0.0019	-0.0017	-0.0113
Si	4.1237	12.3435	15.0797	0.0116	-0.0037	0.0081
Si	1.3883	20.5144	15.0617	0.0016	0.0003	-0.0002
Si	4.1113	17.7956	15.0547	0.0142	-0.0023	-0.0008
Si	1.3845	25.99	15.0604	-0.0076	-0.0064	-0.0034
Si	4.1085	23.2482	15.0558	-0.0048	-0.0122	-0.0014
Si	1.3893	31.4682	15.073	-0.0136	-0.0132	0.0006
Si	4.1217	28.7262	15.0626	-0.008	-0.0141	-0.0016
Si	6.8547	4.1401	15.0731	-0.0002	-0.0144	-0.0015
Si	9.5899	1.397	15.0648	0.0114	-0.0082	0.002
Si	6.8641	9.6128	15.0791	0.009	-0.0066	-0.004
Si	9.5865	6.8861	15.0605	0.0022	-0.0172	0.0021
Si	6.8423	15.0684	15.0586	0.013	-0.0174	0.0075
Si	9.5858	12.341	15.0639	0.0052	-0.0105	0.0038
Si	6.8364	20.5133	15.0479	0.003	0.0072	0.0009
Si	9.5731	17.7835	15.0535	-0.0066	-0.0057	0.0077
Si	6.8372	25.9874	15.0582	0.0067	-0.0392	-0.0038
Si	9.5674	23.2459	15.0504	-0.004	-0.0001	-0.0038
Si	6.8544	31.4592	15.0659	-0.0056	-0.0195	-0.0011
Si	9.5799	28.7222	15.064	0.0181	-0.0145	-0.0041
Si	12.3255	4.1407	15.0643	0.0198	0.0108	0.0035
Si	15.0558	1.4062	15.0754	0.02	-0.0075	-0.002
Si	12.3191	9.6197	15.0537	-0.0012	0.0107	0.0005
Si	15.0608	6.8757	15.0714	0.0001	0.0081	-0.0014
Si	12.3152	15.0579	15.064	-0.0189	-0.0065	-0.003
Si	15.0509	12.3451	15.0645	-0.0028	-0.0035	-0.0043
Si	12.3113	20.5109	15.0535	-0.0092	-0.008	-0.0026
Si	15.0586	17.7778	15.0617	-0.0258	-0.0108	-0.0082
Si	12.3149	25.9815	15.0634	0.0033	0.012	-0.0064
Si	15.0512	23.2479	15.0614	0.0006	-0.0197	-0.0009
Si	12.3179	31.4679	15.073	0.0077	-0.0139	0.0018
Si	15.0529	28.7306	15.0696	0.0105	-0.0075	-0.0027

Results
total energy: -236494.638 eV
total energy less fixed offsets of O -438.35, Si -107.03 eV per atom: 13.062 eV
